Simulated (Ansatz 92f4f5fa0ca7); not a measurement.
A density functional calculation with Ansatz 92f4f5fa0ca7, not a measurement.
Periodic cell of 214 atoms, Si132O78H4, from a study of silicon, its oxide and their interface. The atomic structure is a simulated model.
This geometry differs little from another in the collection (a relaxation step or a small displacement).

Settings
functional: PBE
potential files: Ansatz PAW
basis: plane waves
wave-function cutoff: 700 eV
density cutoff ratio: 5
exchange-correlation grid ratio: 1
k mesh: 2 x 2 x 1, shifted by 0.5 0.5 0.5 of a step
self-consistency stop: 5e-08 eV per atom in the density residual
occupations: fixed
spin: none
net charge: 0

Cell vectors (angstrom)
a, 10.938, 0, 0
b, 0, 10.938, 0
c, 0, 0, 31.231

Atoms: element, x, y, z (angstrom)
Si, 10.4306, 0.5447, 23.7591
Si, 6.113, 10.3372, 23.8749
Si, 2.2664, 3.1148, 23.7725
Si, 8.6339, 2.3693, 23.8082
Si, 0.6531, 4.9748, 23.856
Si, 4.9925, 5.9387, 23.8788
Si, 3.2803, 7.6377, 23.9064
Si, 7.7872, 8.5336, 23.8348
Si, 1.2832, 1.4109, 25.0755
Si, 6.9509, 1.275, 25.0698
Si, 4.0563, 4.092, 25.0255
Si, 9.7025, 4.0705, 25.0423
Si, 1.5156, 6.7251, 25.1681
Si, 6.7823, 6.8545, 25.1304
Si, 4.218, 9.4848, 25.0431
Si, 9.56, 9.6099, 24.9934
Si, 2.753, -0.0266, 26.3012
Si, 8.2712, -0.0281, 26.5256
Si, 0.025, 2.7504, 26.5529
Si, 5.4962, 2.6969, 26.3156
Si, 2.7972, 5.387, 26.5881
Si, 8.244, 5.4431, 26.3426
Si, 0.0397, 8.196, 26.3198
Si, 5.4979, 8.2091, 26.5728
Si, 4.1053, 1.3532, 27.7205
Si, 9.6048, 1.3568, 27.8762
Si, 1.3846, 4.0845, 27.9151
Si, 6.8609, 4.0731, 27.7309
Si, 4.141, 6.8119, 27.8939
Si, 9.586, 6.8453, 27.731
Si, 1.3931, 9.5588, 27.732
Si, 6.8712, 9.5821, 27.8836
Si, 0.0409, -0.0302, 29.1774
Si, 5.4566, 0.0181, 29.1723
Si, 2.7677, 2.6945, 29.1884
Si, 8.2, 2.7313, 29.1772
Si, -0.0148, 5.4912, 29.1793
Si, 5.5184, 5.4277, 29.1841
Si, 2.7301, 8.2035, 29.1756
Si, 8.2332, 8.1791, 29.1814
Si, 1.3673, 1.3673, 30.5472
Si, 6.8362, 1.3673, 30.5472
Si, 4.1018, 4.1018, 30.5472
Si, 9.5708, 4.1018, 30.5472
Si, 1.3673, 6.8362, 30.5472
Si, 6.8362, 6.8362, 30.5472
Si, 4.1018, 9.5708, 30.5472
Si, 9.5708, 9.5708, 30.5472
Si, 2.7345, 0, 0.6835
Si, 8.2035, 0, 0.6835
Si, 0, 2.7345, 0.6835
Si, 5.469, 2.7345, 0.6835
Si, 2.7345, 5.469, 0.6835
Si, 8.2035, 5.469, 0.6835
Si, 0, 8.2035, 0.6835
Si, 5.469, 8.2035, 0.6835
Si, 4.0638, 1.403, 2.0582
Si, 9.5576, 1.3712, 2.0453
Si, 1.3855, 4.0817, 2.0431
Si, 6.7971, 4.1433, 2.0603
Si, 4.1178, 6.8201, 2.0436
Si, 9.5381, 6.8669, 2.0558
Si, 1.3433, 9.5972, 2.0536
Si, 6.8344, 9.5643, 2.0506
Si, -0.0319, 0.025, 3.4639
Si, 5.4345, 0.0065, 3.3521
Si, 2.7224, 2.7635, 3.5148
Si, 8.162, 2.7472, 3.3609
Si, -0.0021, 5.4682, 3.3253
Si, 5.4396, 5.4894, 3.5156
Si, 2.7433, 8.2068, 3.3389
Si, 8.1557, 8.208, 3.4932
Si, 1.3081, 1.4042, 4.8762
Si, 6.7536, 1.3955, 4.6991
Si, 4.0685, 4.149, 4.9541
Si, 9.5576, 4.1232, 4.6629
Si, 1.3858, 6.8183, 4.6466
Si, 6.7683, 6.8798, 4.9382
Si, 4.0854, 9.5731, 4.7069
Si, 9.5096, 9.6135, 4.8482
Si, 2.6926, -0.0616, 6.1073
Si, 8.0999, 0.1112, 6.1442
Si, -0.0867, 2.838, 6.1744
Si, 5.4428, 2.6824, 6.2339
Si, 2.6644, 5.6007, 6.2481
Si, 8.2006, 5.4015, 6.1194
Si, 0.0052, 8.1367, 6.0036
Si, 5.38, 8.3357, 6.2834
Si, 4.4321, 0.846, 7.395
Si, 9.0281, 1.9087, 7.3544
Si, 0.8021, 4.673, 7.3896
Si, 7.3075, 3.6005, 7.3708
Si, 3.5258, 7.4622, 7.5032
Si, 10.0322, 6.3537, 7.2375
Si, 1.6688, 9.1216, 7.327
Si, 6.2758, 10.2593, 7.4206
H, 6.9924, 3.9977, 8.7796
H, 9.371, 1.516, 8.7573
O, 3.9393, 0.8261, 8.9947
O, 6.5798, 10.3944, 9.0721
O, 0.8287, 9.6543, 8.6775
O, 3.9659, 7.1105, 9.0716
O, 9.7891, 6.7432, 8.8262
O, 0.9893, 4.5188, 9.0388
H, 2.8225, 7.9371, 22.5173
H, 5.3842, 5.6121, 22.4677
O, 7.9832, 3.1561, 22.4352
O, 0.1488, 11.0628, 22.2874
O, 0.4993, 5.6701, 22.3396
O, 2.582, 2.5145, 22.2329
O, 5.8936, -0.1408, 22.3065
O, 8.1463, 7.8809, 22.3305
Si, 10.9847, 9.217, 13.9852
Si, 5.8975, 8.1408, 16.4051
Si, 9.168, 0.954, 19.1533
Si, 3.2466, 7.1156, 17.5633
Si, 2.2885, 4.5824, 18.9987
Si, 0.7159, 2.4332, 14.5672
Si, 7.1635, 5.7734, 11.602
Si, 8.644, 3.1575, 20.9392
Si, 5.5032, 3.3528, 12.0187
Si, 1.2453, 3.6956, 10.4092
Si, 2.4638, 0.7642, 18.2961
Si, 2.967, 9.3934, 19.7189
Si, 5.9692, 3.5763, 16.1485
Si, 3.1305, 2.2933, 20.7198
Si, 7.2876, 5.9693, 14.6396
Si, 6.1704, 1.2367, 14.3055
Si, 9.9767, 4.802, 15.6493
Si, 8.3597, 3.6466, 18.0789
Si, 10.7266, 1.5133, 11.7296
Si, 4.0046, 10.0066, 14.6637
Si, 3.5972, 1.5597, 10.3998
Si, 6.805, 9.3982, 10.3343
Si, 5.1406, -0.1681, 20.8821
Si, 0.5455, 9.6175, 10.2692
Si, 2.4684, 10.0851, 12.2238
Si, 8.92, 7.8875, 20.8912
Si, 7.2787, 9.5664, 18.8766
Si, 8.436, 10.6984, 12.8321
Si, 3.0529, 5.405, 12.3998
Si, 10.7657, 5.2883, 20.908
Si, 9.1805, 7.4566, 10.1266
Si, 1.4769, 6.6323, 14.91
Si, 4.7144, 7.236, 10.5094
Si, 2.8981, 3.0966, 16.5166
Si, 1.1617, 10.6757, 16.0445
Si, 0.114, 10.31, 20.8468
O, 7.8418, 8.2911, 9.7407
O, 10.0517, 9.0424, 20.9355
O, 8.0896, 4.0454, 19.6618
O, 4.8227, 7.2502, 17.2191
O, 11.0169, 9.5492, 15.5939
O, 9.3628, 4.5813, 17.1636
O, 3.1924, 1.6103, 17.1165
O, 4.1139, 9.4619, 20.8898
O, 0.7474, 1.9948, 12.9936
O, 8.4887, 1.5829, 20.5114
O, 3.2859, 3.7788, 20.0345
O, 0.9572, 5.1853, 19.727
O, 3.133, 0.5155, 11.5918
O, 2.373, 7.2335, 16.1675
O, 6.0241, 2.3086, 13.1216
O, 8.4706, 10.596, 18.4924
O, 6.664, 9.0869, 17.4619
O, 5.0759, 8.997, 15.3073
O, 6.2284, 10.4776, 19.7168
O, 3.6513, 6.7376, 11.6499
O, 0.6278, 7.6842, 13.9526
O, 10.3099, 8.5323, 10.6818
O, 10.384, 3.4068, 14.8932
O, 4.7406, 0.4881, 14.4372
O, 1.9578, 9.1528, 10.9842
O, 9.482, 9.538, 13.3897
O, 2.669, 10.2399, 15.5662
O, 4.4646, 1.3383, 20.7431
O, 6.0283, 6.2699, 10.5399
O, 2.0778, 1.5776, 19.6654
O, 3.5328, 10.5587, 18.7094
O, 4.9152, 2.4421, 10.7981
O, 0.5364, 1.1033, 15.4503
O, 2.3688, 2.5681, 10.1114
O, 4.2976, 4.3361, 12.5572
O, 6.3725, 4.6841, 15.0294
O, 2.742, 8.1366, 18.7342
O, 8.8631, 5.5706, 14.7405
O, 5.3479, 8.7418, 10.7541
O, 6.8843, 4.1594, 11.6214
O, 6.9324, 6.3935, 13.1037
O, 0.2214, 0.2224, 10.7795
O, 6.842, 3.7786, 17.5016
O, 1.1905, -0.0359, 17.6524
O, 10.1638, 3.7667, 21.0942
O, 6.3889, 2.0702, 15.6832
O, 9.2563, 1.0911, 12.315
O, 7.8383, 8.2674, 19.7135
O, 1.8815, 3.7382, 17.6417
O, 1.8082, 4.7287, 11.559
O, 4.3642, 3.7875, 16.377
O, 2.1488, 3.0925, 15.0561
O, 1.5754, 9.7164, 20.4754
O, 7.4955, 10.1253, 11.6217
O, 10.6016, 0.4326, 19.7001
O, 3.5737, 9.4027, 13.2023
O, 10.7967, 2.8811, 10.8119
O, 9.6357, 6.4376, 20.5732
O, 6.9876, 7.2162, 15.6361
O, 1.1036, 10.2038, 13.1794
O, 7.4275, 0.2245, 14.0364
O, 0.39, 5.7017, 15.6892
O, 9.1072, 2.1709, 18.053
O, 2.4753, 5.8423, 13.8737
O, 8.6723, 6.2622, 11.1502
O, 3.212, 5.7283, 18.3677

Results
free energy: -128353.614 eV
free energy less fixed offsets of H -17.10, O -569.03, Si -635.61 eV per atom: -0.354 eV

Forces (eV/angstrom), in the order of the atoms: element, x, y, z
Si, -0.0078, 0.0402, -0.0502
Si, 0.0356, -0.0331, -0.0559
Si, -0.034, 0.0234, -0.0567
Si, 0.0102, -0.0219, -0.0551
Si, 0.0398, -0.0089, -0.0496
Si, -0.0118, 0.0322, -0.0249
Si, 0.0232, -0.0404, -0.035
Si, -0.0374, 0.0284, -0.0605
Si, -0.0118, 0.0138, -0.0165
Si, 0.0038, -0.0132, -0.0155
Si, -0.014, 0.0366, -0.0044
Si, 0.0422, -0.005, -0.0089
Si, 0.0161, 0.0045, -0.0182
Si, -0.0305, -0.0088, -0.0205
Si, 0.0151, -0.0287, 0.007
Si, -0.0231, 0.026, 0.0055
Si, 0.0079, -0.0139, 0.0616
Si, 0.0063, 0.004, -0.0201
Si, -0.0005, -0.009, -0.0222
Si, -0.0009, 0.0037, 0.0723
Si, -0.0037, -0.0122, -0.0035
Si, -0.0008, -0.0051, 0.0722
Si, -0.0094, 0.012, 0.0583
Si, 0.0078, 0.0057, 0.001
Si, -0.0028, 0.0041, 0.0101
Si, -0.0062, -0.0058, -0.0157
Si, 0.0098, 0.0081, 0.0029
Si, -0.0019, -0.0035, 0.0044
Si, 0.0007, -0.007, -0.0142
Si, 0.0002, 0.0053, 0.0095
Si, 0.0063, -0.0008, 0.0112
Si, -0.0161, -0.014, -0.0056
Si, 0.0225, -0.0205, -0.0226
Si, -0.0092, 0.0174, -0.012
Si, 0.0162, -0.0246, -0.022
Si, -0.0243, 0.0234, -0.0219
Si, -0.0193, 0.0097, -0.0146
Si, 0.0183, -0.0201, -0.0219
Si, -0.0217, 0.0255, -0.0211
Si, 0.0246, -0.0139, -0.0164
Si, 0.1526, -0.2441, 0.0244
Si, -0.1161, 0.0758, 0.0334
Si, 0.1925, -0.1715, -0.053
Si, -0.089, 0.1096, -0.0176
Si, -0.0991, 0.0985, 0.0532
Si, 0.222, -0.135, -0.0223
Si, -0.0548, 0.0653, -0.0355
Si, 0.2035, -0.1155, -0.0576
Si, -0.1978, 0.1985, 0.0722
Si, 0.0185, -0.1157, -0.0621
Si, 0.0653, -0.0994, -0.069
Si, -0.1621, 0.1942, 0.1318
Si, 0.0984, -0.109, -0.0887
Si, -0.1689, 0.1667, 0.0937
Si, -0.1511, 0.1724, 0.0913
Si, 0.0949, -0.1002, -0.0935
Si, -0.0208, 0.0145, 0.0196
Si, 0.0225, -0.0222, 0.0191
Si, 0.0219, -0.0103, 0.0151
Si, -0.0239, 0.0228, 0.0214
Si, 0.0236, -0.0226, 0.022
Si, -0.0198, 0.026, 0.017
Si, -0.0262, 0.025, 0.0253
Si, 0.0123, -0.0247, 0.0153
Si, -0.001, 0.0038, -0.0016
Si, 0.0077, 0.0088, -0.0019
Si, 0.0065, 0.0089, -0.0087
Si, 0.0007, 0.0007, 0.0155
Si, -0.0093, -0.0217, -0.0015
Si, -0.0036, -0.0034, -0.0029
Si, 0.0059, -0.0038, 0.012
Si, -0.01, -0.0033, -0.016
Si, -0.0143, 0.0019, -0.066
Si, -0.0093, -0.0006, 0.0037
Si, 0.0069, 0.0062, -0.0792
Si, 0.0017, 0.0021, 0.0041
Si, 0.0223, -0.0037, 0.0221
Si, -0.0125, 0.0094, -0.0615
Si, 0.0015, -0.011, 0.0248
Si, -0.0133, 0.0232, -0.0498
Si, 0.0102, -0.0142, 0.0152
Si, 0.0095, 0.011, 0.0037
Si, -0.0258, -0.0085, 0.008
Si, 0.0315, -0.0087, 0.0026
Si, -0.021, 0.0114, 0.0029
Si, 0.0086, -0.0291, 0.0104
Si, 0.0177, -0.0127, 0.0302
Si, -0.0041, 0.0192, -0.008
Si, 0.0192, -0.0416, 0.057
Si, -0.0358, 0.0211, 0.0296
Si, -0.04, 0.0273, 0.0562
Si, 0.0388, -0.0162, 0.0254
Si, -0.0356, 0.0258, 0.0551
Si, 0.0478, -0.0195, 0.0567
Si, 0.0139, -0.0234, 0.049
Si, -0.031, 0.0506, 0.0558
H, -0.006, 0.004, -0.0033
H, 0.0062, -0.0043, -0.0064
O, -0.0009, 0.0199, 0.002
O, -0.0022, -0.0297, -0.0012
O, 0.0142, -0.0103, 0.0089
O, 0.0075, 0.0075, -0.0062
O, -0.0133, 0.0096, 0.0024
O, 0.0079, -0.0139, 0.0014
H, -0.0026, 0.0076, 0.0064
H, 0.0011, -0.0068, 0.0069
O, 0.0265, -0.0124, 0.0137
O, -0.0188, -0.0097, -0.0002
O, -0.0225, -0.0244, -0.0108
O, 0.0089, 0.0082, 0.0046
O, -0.0145, -0.011, 0.001
O, 0.0188, 0.0154, -0.0075
Si, -0.0038, -0.0039, -0.0003
Si, 0.0034, 0.001, 0.0003
Si, 0.0013, 0.0002, -0.0031
Si, 0.0008, 0.0003, 0.0008
Si, -0.0004, 0.0029, 0.0031
Si, 0.0005, 0.0035, -0.0039
Si, 0.0045, -0.0032, -0.0007
Si, 0.0025, 0.0031, -0.0005
Si, 0.0027, -0.0013, -0.0038
Si, -0.0041, 0.0005, 0.0019
Si, -0.0004, -0.0004, -0.0011
Si, 0.0051, -0.0022, 0.0033
Si, 0.0009, -0.0004, 0.0023
Si, 0.0044, 0.0009, -0.0041
Si, 0.0011, 0.0043, -0.0034
Si, 0.0023, -0.001, 0.0024
Si, -0.0008, 0.0019, 0.0002
Si, 0.0002, 0.0047, -0.0005
Si, -0.002, 0.006, -0.0049
Si, 0.0004, -0.0024, -0.0032
Si, 0.0024, 0.0007, 0.0001
Si, -0.0016, 0.003, 0.0024
Si, -0.0004, -0.0009, 0.002
Si, 0, 0.0001, -0.0019
Si, 0.006, -0.002, -0.0007
Si, -0.0022, -0.0047, -0.0006
Si, -0.0015, -0.002, -0.0035
Si, -0.0029, 0.0002, 0.0009
Si, -0.0033, -0.0006, 0.0031
Si, -0.0006, 0.0012, 0
Si, 0.0018, -0.0072, 0
Si, 0.0027, -0.0002, -0.0026
Si, 0.0008, 0.002, 0.0097
Si, 0.0001, 0.0008, -0.0032
Si, -0.0033, -0.004, 0.0052
Si, 0.0022, -0.0023, -0.0061
O, 0.0142, 0.0044, 0.0218
O, -0.0047, 0.0017, -0.0038
O, 0.0097, -0.0294, -0.0048
O, -0.004, 0.0213, -0.0162
O, 0.0161, 0.012, -0.02
O, -0.0116, -0.0085, -0.0215
O, -0.02, 0.0029, 0.0028
O, 0.0129, 0.0113, 0.0004
O, -0.0164, -0.0032, 0.0265
O, -0.002, 0.0124, -0.0199
O, -0.019, -0.0026, -0.0013
O, 0.0075, -0.0081, 0.007
O, -0.0011, -0.0051, -0.0116
O, 0.0122, -0.0056, 0.0069
O, -0.0029, -0.0081, 0.0099
O, 0.0007, 0.0033, 0.0126
O, -0.0069, -0.0071, 0.0058
O, -0.0041, 0.0025, 0.0132
O, 0.0006, -0.0129, 0.0083
O, 0.0101, -0.0224, -0.0073
O, 0.0071, 0.0012, 0.0052
O, 0.0099, 0.0087, -0.027
O, 0.02, 0.0054, 0.0073
O, 0.0052, -0.0152, -0.0011
O, -0.0196, 0.0247, 0.0038
O, 0.004, 0.0261, 0.0029
O, -0.0018, -0.0079, -0.007
O, -0.0187, 0.0028, 0.0024
O, -0.0148, 0.015, 0.014
O, 0.0228, -0.0132, -0.004
O, -0.0292, 0.0105, -0.0039
O, -0.02, 0.0043, 0.0142
O, 0.0107, 0.017, -0.0051
O, -0.0004, 0.0042, 0.0119
O, -0.0031, 0.0032, -0.0194
O, 0.0192, 0.0057, 0.0125
O, 0.0047, 0.0036, -0.0121
O, -0.0102, -0.0093, 0.0171
O, 0.0138, -0.007, -0.0179
O, -0.0132, 0.0107, 0.0104
O, 0.0112, -0.0204, -0.003
O, 0.0032, -0.0127, 0.0011
O, 0.0032, 0.0079, -0.0255
O, 0.0234, 0.0074, -0.0097
O, -0.0058, 0.0111, -0.0005
O, -0.0094, 0.0075, -0.0192
O, 0.0082, -0.0223, 0.0052
O, 0.0103, 0.0218, 0.0069
O, 0.0068, 0.0025, -0.0095
O, 0.0213, -0.0061, -0.0047
O, 0.0027, -0.0156, -0.0006
O, -0.0142, -0.0054, 0.022
O, -0.0049, 0.0031, -0.0026
O, 0.0021, -0.0029, -0.0014
O, 0.009, -0.0205, 0.0172
O, -0.0111, 0.0261, 0.0106
O, 0.0199, -0.004, -0.0099
O, 0.0109, 0.0114, 0.0134
O, -0.013, -0.0119, -0.0071
O, -0.0122, -0.0248, 0.0004
O, -0.0066, 0.0127, -0.0185
O, -0.0121, -0.0072, -0.0153
O, -0.012, 0.0044, 0.0224
O, -0.0045, 0.0089, -0.0101
O, -0.0217, 0.0105, -0.01
O, -0.0141, -0.0042, 0.0084

The program warned: the cutoff lies below the one the program advises for these potential files; the forces do not sum to zero within the program's tolerance; the exchange-correlation potential is rough where the density is thin.
